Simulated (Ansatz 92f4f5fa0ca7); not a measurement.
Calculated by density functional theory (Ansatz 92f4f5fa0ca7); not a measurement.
Periodic cell of 223 atoms, Si132O90As1, from a study of silicon, its oxide and their interface. The atomic structure is a simulated model.
Doubt: the cutoff is far below the 930 eV that the study's wrapper takes by default for these files, so forces and energies are approximate.
This geometry differs little from another in the collection (a relaxation step or a small displacement).

Settings
functional: PBE
potential files: Ansatz PAW
basis: plane waves
wave-function cutoff: 580 eV
density cutoff ratio: 5
exchange-correlation grid ratio: 1
k mesh: 1 x 1 x 1, Gamma-centred
self-consistency stop: 5e-08 eV per atom in the density residual
occupations: fixed
spin: none
net charge: +1 e, with a uniform compensating background and no finite-size correction

Cell vectors (angstrom)
a	10.938	0	0
b	0	10.938	0
c	0	0	32.1988

Atoms: element, x, y, z (angstrom)
Si	10.5873	0.2235	24.8586
Si	5.7371	10.6821	24.7344
Si	2.4794	2.9171	24.6294
Si	8.4237	2.4651	24.8156
Si	0.2744	5.1693	24.7467
Si	5.1537	5.7494	24.6814
Si	2.9337	8.007	24.5885
Si	7.9396	8.4373	24.7221
Si	1.3294	1.3855	26.0293
Si	6.8445	1.3117	26.1165
Si	4.0421	4.1075	25.9834
Si	9.6052	4.0626	26.0779
Si	1.3981	6.8288	25.9959
Si	6.7665	6.856	26.0196
Si	4.1007	9.5363	25.992
Si	9.4623	9.5705	26.1434
Si	2.7269	-0.0042	27.3359
Si	8.1581	-0.0174	27.5561
Si	0.0097	2.7209	27.4825
Si	5.4393	2.7476	27.3568
Si	2.7278	5.4695	27.4253
Si	8.1838	5.475	27.3447
Si	-0.0069	8.1847	27.3642
Si	5.4383	8.2026	27.4441
Si	4.0777	1.3702	28.7358
Si	9.5767	1.3596	28.8383
Si	1.3641	4.1118	28.8077
Si	6.8257	4.1082	28.7336
Si	4.0959	6.8228	28.7994
Si	9.553	6.8289	28.7409
Si	1.3633	9.5706	28.7282
Si	6.7832	9.5498	28.8546
Si	0.0193	-0.0189	30.1556
Si	5.4217	0.0181	30.1574
Si	2.7357	2.7317	30.1472
Si	8.1895	2.7552	30.1348
Si	-0.0249	5.4758	30.1369
Si	5.4797	5.4611	30.1474
Si	2.7181	8.2145	30.1232
Si	8.2024	8.1818	30.1556
Si	1.3745	1.3611	31.5245
Si	6.8205	1.3875	31.4902
Si	4.1088	4.097	31.5136
Si	9.5577	4.1097	31.513
Si	1.3499	6.8513	31.4818
Si	6.844	6.8218	31.5326
Si	4.0702	9.5753	31.5182
Si	9.5775	9.5574	31.5121
Si	2.7322	0.0016	0.713
Si	8.1926	0.0135	0.6442
Si	-0.0042	2.7429	0.6784
Si	5.4786	2.7368	0.6888
Si	2.7283	5.4974	0.6471
Si	8.2121	5.4611	0.7109
Si	0.0069	8.1941	0.683
Si	5.4583	8.2099	0.6767
Si	4.1222	1.3763	2.0607
Si	9.5537	1.3612	2.0275
Si	1.371	4.1401	2.0175
Si	6.8365	4.0948	2.0707
Si	4.0969	6.8372	2.0475
Si	9.5865	6.8423	2.0602
Si	1.3749	9.5427	2.0601
Si	6.8221	9.6076	2.0216
Si	-0.0046	-0.0051	3.3716
Si	5.4793	0.0071	3.4593
Si	2.7693	2.8005	3.3636
Si	8.2047	2.7144	3.4358
Si	0.0253	5.4845	3.4345
Si	5.4667	5.4739	3.4155
Si	2.7646	8.2066	3.4534
Si	8.1802	8.2306	3.3626
Si	1.3953	1.3928	4.6234
Si	6.8089	1.3921	4.867
Si	4.1491	4.0925	4.8144
Si	9.5688	4.1019	4.7633
Si	1.4114	6.8358	4.8255
Si	6.8294	6.8922	4.7324
Si	4.1217	9.5957	4.8526
Si	9.5864	9.5204	4.738
Si	2.7333	0.1188	6.0734
As	8.2023	-0.0748	6.2571
Si	0.0314	2.686	6.0225
Si	5.4694	2.7222	6.3172
Si	2.8013	5.4817	6.1967
Si	8.1668	5.4869	6.0536
Si	0.0083	8.1888	6.1607
Si	5.5049	8.2169	6.2217
Si	3.8279	1.5643	7.6318
Si	9.8824	1.1759	7.4686
Si	1.6175	3.8032	7.3307
Si	6.6501	4.4208	7.4996
Si	4.3909	6.6366	7.5629
Si	9.3667	6.9502	7.4138
Si	1.1349	9.9166	7.3021
Si	7.0996	9.1542	7.716
O	8.3171	8.1032	7.9552
O	2.7274	2.7515	7.9544
O	9.5226	1.3513	24.268
O	4.0512	6.8652	24.1204
O	0.0018	0.0178	7.9686
O	5.519	5.5139	8.0278
O	6.8493	9.5727	24.1967
O	1.3684	4.0613	24.1645
O	3.8738	7.4058	8.9442
O	0.7717	4.3436	8.6163
O	9.8183	6.1865	8.808
O	2.0936	9.3783	8.5148
O	7.5076	3.9396	8.8194
O	4.2506	0.9131	9.0899
O	6.7005	9.5958	9.2323
O	9.1491	1.8405	8.7604
O	7.7072	3.1446	23.5117
O	10.4954	5.8464	23.4446
O	5.0907	0.441	23.4034
O	5.866	5.0884	23.3596
O	3.103	2.2068	23.2712
O	2.2964	8.7185	23.2265
O	8.6183	7.7541	23.3885
O	0.2334	10.3315	23.5907
Si	4.3892	1.5704	22.4619
Si	3.4935	7.9237	14.041
Si	7.1203	0.9537	14.6652
Si	0.9447	9.354	22.5177
Si	1.1832	4.3063	11.8953
Si	6.2705	8.9594	15.3258
Si	0.6919	1.363	12.3016
Si	8.6311	4.9467	20.5073
Si	0.3258	5.7023	9.3789
Si	5.1091	3.1138	17.9472
Si	0.8895	3.7354	16.7497
Si	10.4074	2.8409	19.2293
Si	5.2637	1.1871	10.374
Si	0.8913	0.1716	19.8454
Si	6.6401	9.4693	10.8945
Si	9.3436	9.6685	18.3305
Si	9.3944	9.2448	12.5822
Si	6.5713	3.8432	22.5781
Si	2.4367	8.0601	9.3967
Si	10.5939	7.3593	17.0782
Si	2.5159	6.2806	16.582
Si	10.1796	4.4846	14.1966
Si	6.1446	9.1761	18.5212
Si	7.9425	2.5738	9.5929
Si	8.8929	2.131	12.458
Si	5.3439	6.2362	18.0684
Si	3.9278	0.5477	19.4666
Si	4.2715	3.8497	12.0641
Si	5.5448	6.6024	12.143
Si	8.0184	2.4973	17.2202
Si	4.3626	2.4787	14.9699
Si	1.5477	1.2041	15.2633
Si	1.5722	9.4091	12.0606
Si	8.056	6.8492	13.8719
Si	10.3848	9.8308	15.4951
Si	9.8077	7.0133	22.545
Si	8.1127	5.4776	17.4062
O	6.0478	7.9626	11.2844
O	6.027	9.2012	16.9023
O	7.6945	1.3468	13.1926
O	0.9036	1.7412	13.8695
O	9.4316	6.2485	16.8766
O	6.7641	6.2065	13.136
O	5.1393	4.6514	18.6117
O	9.2373	2.1514	18.2717
O	2.3721	0.0883	19.0789
O	9.4145	10.2264	16.7705
O	2.788	4.4491	11.7098
O	5.0712	10.3137	19.1102
O	9.4328	3.2379	13.4882
O	0.4631	1.7597	19.9574
O	3.1618	1.3545	15.0658
O	8.1724	5.3702	19.0196
O	3.8977	6.5878	17.392
O	4.5843	3.2725	16.39
O	9.0657	5.6613	14.3115
O	5.4477	2.7611	22.1311
O	10.6743	4.1321	15.6895
O	0.3474	3.8627	18.2837
O	10.4317	10.5065	19.221
O	9.643	10.0242	14.035
O	10.9064	8.122	22.0893
O	1.1985	2.1517	16.5345
O	9.7355	3.7435	20.4175
O	8.1357	4.025	16.6793
O	-0.0392	9.1021	11.914
O	6.5924	2.4073	18.011
O	5.5777	10.7259	11.2181
O	7.7553	9.5823	18.8493
O	10.0438	1.0171	12.0562
O	1.3394	6.9213	9.0543
O	0.6304	4.7622	13.3621
O	5.711	7.6139	18.9829
O	5.2386	5.0864	11.5216
O	2.7183	6.9732	15.1181
O	0.9248	2.7418	11.4701
O	0.8661	10.6776	15.5483
O	2.3973	8.5683	10.9269
O	4.6839	2.4359	11.2829
O	4.2405	3.5193	13.6881
O	2.2054	4.6718	16.4854
O	10.7078	8.2433	15.6986
O	6.9226	10.2875	14.6687
O	2.3465	8.9509	13.4367
O	8.0335	1.5153	15.9076
O	4.1304	6.9991	12.8548
O	4.1838	2.0015	18.7265
O	7.2935	4.4179	21.2574
O	8.4207	2.907	11.1005
O	1.1829	6.8534	17.3582
O	5.6606	1.5863	14.7324
O	8.1314	9.7569	11.591
O	9.2089	6.2833	21.2314
O	8.9593	7.7139	12.8545
O	1.6646	0.1133	11.8801
O	6.648	6.1419	17.0617
O	7.4044	7.7993	15.0434
O	1.22	10.2955	21.228
O	10.0373	8.1907	18.3575
O	3.9515	0.8435	21.0815
O	0.3321	5.3328	10.9444
O	6.6682	1.5808	9.6362
O	4.7825	8.696	14.6903

Results
free energy: -139961.730 eV
free energy less fixed offsets of As -4856.12, O -568.88, Si -635.61 eV per atom: -5.890 eV

Forces (eV/angstrom), in the order of the atoms: element, x, y, z
Si	-0.0074	0.019	0.0063
Si	0.0009	-0.0088	0.0231
Si	-0.0112	0.0047	0.02
Si	0.0149	-0.0054	0.0257
Si	0.0014	-0.008	0.0218
Si	0.0014	0.0071	0.0154
Si	0.0065	0.0072	0.0084
Si	-0.0126	0.0049	0.0139
Si	-0.0155	0.0069	-0.0106
Si	0.0131	-0.0096	-0.0139
Si	-0.0042	0.0058	-0.0186
Si	0.0133	-0.0156	-0.0148
Si	0.0039	-0.0105	-0.0198
Si	-0.0113	0.0054	-0.0148
Si	0.0108	-0.0084	-0.0172
Si	-0.0086	0.0136	-0.0082
Si	-0.0002	0.0025	0.0126
Si	0.0082	0.0034	-0.0416
Si	-0.0064	-0.007	-0.0462
Si	-0.002	0.0018	0.0146
Si	-0.0042	-0.0082	-0.0141
Si	-0.0023	0.0047	0.0114
Si	-0.0028	0.0044	0.0145
Si	0.0104	0.0073	-0.0294
Si	-0.0061	0.0014	-0.0115
Si	0.0007	0.0034	0.0241
Si	0.0028	0.0118	0.0209
Si	-0.0021	0.001	-0.0151
Si	-0.004	-0.0026	0.0199
Si	-0.0044	-0.0071	-0.0119
Si	0.0041	0	-0.015
Si	-0.0238	-0.0121	0.0277
Si	0.0018	-0.0078	-0.0021
Si	0.0069	-0.0016	-0.006
Si	0.0055	-0.0096	-0.0063
Si	-0.005	0.0049	-0.0014
Si	-0.001	0.0004	-0.0069
Si	0.0048	-0.004	-0.0032
Si	-0.0029	0.0006	-0.0016
Si	0.0088	0.004	-0.004
Si	0.0011	0.0247	0.0037
Si	0.0006	-0.0104	0.0004
Si	-0.0062	0.0056	-0.0013
Si	0.0081	-0.001	0.0008
Si	0.0044	-0.0048	-0.0035
Si	-0.0191	-0.0033	0.0007
Si	-0.0006	-0.0031	-0.0004
Si	-0.0142	0.0061	0.0018
Si	0.0064	-0.0148	0.0023
Si	-0.0011	-0.0019	-0.015
Si	0.0013	-0.0086	-0.008
Si	0.0018	0.0059	-0.0051
Si	0.0061	-0.0019	-0.0062
Si	0.0022	-0.0028	0.0046
Si	0.0124	0	-0.0058
Si	0.0021	-0.0031	-0.0062
Si	-0.0079	0.0168	0.0145
Si	0.0027	0.0129	0.0156
Si	0.0087	-0.0032	0.0154
Si	-0.0147	0.0044	0.0095
Si	-0.0099	-0.0097	0.0005
Si	-0.0055	-0.0237	0.007
Si	0.0094	0.0031	0.0051
Si	0	0.0071	0.0303
Si	-0.0576	-0.0648	-0.0259
Si	0.0245	-0.0329	0.0122
Si	0.0174	0.0304	-0.0182
Si	0.0044	-0.0467	0.0396
Si	0.0193	0.0047	0.0065
Si	0.0196	0.0133	-0.0027
Si	0.0162	0.0253	0.019
Si	0.0173	0.0149	-0.0431
Si	0.0183	0.0347	0.0682
Si	0.0142	0.0337	-0.0555
Si	-0.0036	-0.0389	0.0285
Si	0.0118	-0.0122	0.0027
Si	0.0141	-0.0313	-0.0325
Si	-0.0659	-0.0217	0.0054
Si	0.0001	-0.0317	-0.0295
Si	0.0543	0.025	-0.0227
Si	0.0037	0.0423	0.0187
As	-0.0169	0.0175	0.0379
Si	0.0169	-0.0244	0.0071
Si	-0.0203	0.0548	0.0543
Si	0.0095	-0.0019	0.0036
Si	-0.0136	-0.0031	0.0143
Si	-0.0122	0.0029	0.0585
Si	0.0039	-0.0325	-0.0244
Si	-0.0061	0.0377	-0.1192
Si	0.0054	0.0616	0.0221
Si	0.0653	-0.0543	0.0473
Si	-0.0214	-0.016	-0.1022
Si	0.0404	-0.0563	-0.0106
Si	-0.0477	0.0409	0.163
Si	0.038	-0.0528	0.0864
Si	0.0123	-0.026	0.1687
O	0.0264	0.0113	-0.1584
O	-0.0967	0.0295	0.0091
O	-0.0007	-0.0053	0.0085
O	-0.0025	-0.0038	0.0217
O	0.0047	-0.0411	-0.0809
O	-0.0168	0.0429	0.0403
O	0.0004	0.0006	0.008
O	0.0005	0.0047	0.0117
O	-0.08	0.0437	-0.0039
O	-0.0056	0.0806	-0.0226
O	0.0568	-0.0061	-0.0359
O	-0.0258	-0.0724	-0.0204
O	0.0233	-0.0284	0.032
O	0.0158	-0.0092	0.0697
O	0.089	-0.0933	-0.0661
O	0.0327	-0.0388	-0.0196
O	-0.0144	0.0114	0.0066
O	-0.0101	0.0109	0.0036
O	-0.0108	0.0122	0.0002
O	0.0048	-0.0113	0.005
O	0.0131	-0.0096	0.0027
O	-0.0144	0.0097	0.0051
O	0.014	-0.0086	0.007
O	0.004	-0.0126	0.0132
Si	0.0001	0.0022	-0.0252
Si	0.006	-0.0073	0.0755
Si	-0.0064	0.0035	0.0727
Si	0.0026	-0.0056	-0.0267
Si	0.0075	0.005	0.0853
Si	-0.0052	-0.0023	0.0616
Si	0.0096	-0.0039	0.0861
Si	-0.0018	0.0005	-0.0215
Si	-0.0518	-0.0283	0.0049
Si	0.0003	-0.0002	0.0147
Si	-0.0002	0.0058	0.0422
Si	0.0005	0.0023	0.0003
Si	-0.0388	-0.0036	0.0278
Si	0.0085	-0.0004	-0.0123
Si	0.0085	-0.018	0.0369
Si	-0.0032	0.0046	0.013
Si	0.0052	-0.0124	0.0818
Si	-0.0046	0.0008	-0.0287
Si	-0.0041	0.0446	0.0023
Si	0.0034	-0.0058	0.0269
Si	0.0022	-0.0036	0.0372
Si	-0.0116	0.0089	0.0814
Si	-0.0069	0.0058	0.003
Si	-0.0413	0.0341	0.0285
Si	-0.0051	-0.0094	0.0968
Si	-0.0021	0.0017	0.002
Si	-0.0046	-0.0003	-0.0046
Si	0.0073	0.009	0.0757
Si	0.0049	-0.0122	0.0954
Si	0.0004	0.0034	0.0304
Si	0.0075	-0.0027	0.068
Si	0.0011	0.0023	0.0633
Si	-0.0055	0.0087	0.082
Si	-0.0031	0.0011	0.0731
Si	0.0028	-0.0029	0.058
Si	-0.0003	0.0043	-0.0321
Si	-0.0025	0.0016	0.0278
O	-0.0025	0.0244	-0.0409
O	0	0.0028	-0.0246
O	0.0057	0.0075	-0.0446
O	-0.0019	0.0011	-0.041
O	0.0037	0.0044	-0.013
O	-0.0064	0.0018	-0.0448
O	0.0004	0.002	0.0013
O	-0.0112	0.0007	-0.0078
O	-0.0026	0.0011	0.0011
O	0.0011	0.0024	-0.0238
O	-0.0125	0.0024	-0.037
O	0.0024	-0.0025	0.0018
O	-0.0004	-0.005	-0.0441
O	-0.0025	0.0008	0.0106
O	-0.0012	0.0008	-0.0311
O	-0.0031	0.0038	-0.0087
O	-0.0048	0.0023	-0.0094
O	-0.0034	-0.0012	-0.0295
O	0.0048	-0.0049	-0.0356
O	-0.0009	-0.0012	0.0209
O	-0.0036	0.0043	-0.0326
O	0.0027	0.0027	-0.0104
O	-0.0079	-0.0032	-0.0005
O	-0.0051	0.0039	-0.0441
O	0.0002	0.0011	0.0202
O	-0.0005	-0.0006	-0.0242
O	0.0013	-0.0027	0.0096
O	0.0002	-0.0012	-0.0195
O	0.0017	0.0061	-0.0435
O	0.0005	0.0027	-0.0071
O	0.0172	-0.0178	-0.0393
O	0.003	0.0011	0.0023
O	-0.0068	0.0089	-0.0422
O	0.0219	0.0199	-0.0283
O	0.0059	-0.0043	-0.0427
O	-0.0012	-0.0022	0.0078
O	-0.0012	-0.0045	-0.0329
O	0.0035	0.0104	-0.0352
O	-0.0057	0.0008	-0.0344
O	-0.0003	0.0033	-0.0262
O	0.0051	-0.0052	-0.073
O	0.0035	0.0039	-0.0335
O	0.0016	-0.0014	-0.0436
O	-0.0026	0.002	-0.02
O	-0.0027	0.0084	-0.0283
O	0.0021	0.0047	-0.0348
O	-0.0061	0.006	-0.0454
O	-0.0053	-0.0011	-0.0283
O	-0.0024	0.0057	-0.0395
O	0.0027	0.0083	-0.0045
O	0.0061	0.0055	0.0081
O	0.0075	0.0007	-0.0359
O	-0.0032	0.0039	-0.0085
O	0.0027	0.0037	-0.0304
O	-0.0138	0.0192	-0.0557
O	-0.0065	-0.005	0.0119
O	0.0003	0.01	-0.042
O	-0.0059	0.0034	-0.039
O	-0.0012	0.0009	-0.0125
O	0.0026	-0.0006	-0.0319
O	-0.0017	0.0106	0.0048
O	-0.0009	-0.0013	-0.0066
O	-0.0053	-0.006	0.0034
O	0.004	-0.0007	-0.0717
O	0.0154	0.0205	-0.016
O	-0.0071	-0.0024	-0.0349

The program warned: the cutoff lies below the one the program advises for these potential files; the exchange-correlation potential is rough where the density is thin.
